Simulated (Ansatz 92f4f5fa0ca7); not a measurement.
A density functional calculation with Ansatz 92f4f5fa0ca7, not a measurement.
Periodic cell of 212 atoms, Si132O80, from a study of silicon, its oxide and their interface. The atomic structure is a simulated model.
Doubt: the cutoff is far below the 930 eV that the study's wrapper takes by default for these files, so forces and energies are approximate.

Settings
functional: PBE
potential files: Ansatz PAW
basis: plane waves
wave-function cutoff: 580 eV
density cutoff ratio: 5
exchange-correlation grid ratio: 1
k mesh: 1 x 1 x 1, Gamma-centred
self-consistency stop: 5e-08 eV per atom in the density residual
occupations: fixed
spin: none
net charge: 0

Cell vectors (angstrom)
a	10.938	0	0
b	0	10.938	0
c	0	0	31.7164

Atoms: element, x, y, z (angstrom)
Si	-0.4053	0.3691	24.3121
Si	6.1901	-0.5861	24.2917
Si	2.1321	3.3239	24.3679
Si	8.633	2.0746	24.2723
Si	0.484	5.0781	24.2229
Si	4.7488	6.12	24.2943
Si	3.0534	7.911	24.4377
Si	7.7661	8.5303	24.2824
Si	1.2739	1.4644	25.5877
Si	6.935	1.2282	25.6729
Si	4.029	4.1831	25.5137
Si	9.5526	4.0533	25.3583
Si	1.3702	6.7868	25.6244
Si	6.7036	6.8449	25.5255
Si	4.2145	9.6221	25.5256
Si	9.528	9.5443	25.5355
Si	2.7417	0.0441	26.8588
Si	8.2617	-0.0772	27.0317
Si	-0.0774	2.7989	26.9544
Si	5.4663	2.7369	26.8506
Si	2.7356	5.4626	27.004
Si	8.1749	5.4434	26.8105
Si	-0.014	8.1987	26.9001
Si	5.464	8.2255	26.9792
Si	4.1018	1.3673	28.2981
Si	9.5708	1.3673	28.2981
Si	1.3673	4.1018	28.2981
Si	6.8362	4.1018	28.2981
Si	4.1018	6.8362	28.2981
Si	9.5708	6.8362	28.2981
Si	1.3673	9.5708	28.2981
Si	6.8362	9.5708	28.2981
Si	0	0	29.6654
Si	5.469	0	29.6654
Si	2.7345	2.7345	29.6654
Si	8.2035	2.7345	29.6654
Si	0	5.469	29.6654
Si	5.469	5.469	29.6654
Si	2.7345	8.2035	29.6654
Si	8.2035	8.2035	29.6654
Si	1.3673	1.3673	31.0326
Si	6.8362	1.3673	31.0326
Si	4.1018	4.1018	31.0326
Si	9.5708	4.1018	31.0326
Si	1.3673	6.8362	31.0326
Si	6.8362	6.8362	31.0326
Si	4.1018	9.5708	31.0326
Si	9.5708	9.5708	31.0326
Si	2.7345	0	0.6835
Si	8.2035	0	0.6835
Si	0	2.7345	0.6835
Si	5.469	2.7345	0.6835
Si	2.7345	5.469	0.6835
Si	8.2035	5.469	0.6835
Si	0	8.2035	0.6835
Si	5.469	8.2035	0.6835
Si	4.1018	1.3673	2.0507
Si	9.5708	1.3673	2.0507
Si	1.3673	4.1018	2.0507
Si	6.8362	4.1018	2.0507
Si	4.1018	6.8362	2.0507
Si	9.5708	6.8362	2.0507
Si	1.3673	9.5708	2.0507
Si	6.8362	9.5708	2.0507
Si	0	0	3.418
Si	5.469	0	3.418
Si	2.7345	2.7345	3.418
Si	8.2035	2.7345	3.418
Si	0	5.469	3.418
Si	5.469	5.469	3.418
Si	2.7345	8.2035	3.418
Si	8.2035	8.2035	3.418
Si	1.413	1.3275	4.7324
Si	6.8006	1.3821	4.8744
Si	4.1526	4.0713	4.7713
Si	9.5564	4.1001	4.792
Si	1.3955	6.8562	4.8528
Si	6.8215	6.8441	4.7065
Si	4.0866	9.6116	4.9008
Si	9.6464	9.4941	4.6934
Si	2.6732	0.0806	6.3294
Si	8.2937	-0.0858	5.986
Si	0.0652	2.7204	6.0307
Si	5.3948	2.7543	6.3599
Si	2.8354	5.4742	6.1367
Si	8.1624	5.5106	6.0979
Si	0.0124	8.2314	6.2421
Si	5.5567	8.1932	6.1493
Si	3.4413	1.9864	7.5901
Si	10.0522	0.8981	7.1613
Si	1.7614	3.7583	7.303
Si	6.3239	4.7114	7.355
Si	4.6384	6.4071	7.4029
Si	9.2532	7.0906	7.4362
Si	0.767	10.1356	7.5033
Si	7.4989	9.0304	7.2586
O	0.8075	9.9084	9.1834
O	1.1487	4.537	8.6415
O	5.2997	-1.4963	10.647
O	6.9961	9.8393	8.6235
O	3.5894	1.6355	9.2211
O	4.6082	6.6747	9.114
O	6.5544	4.9037	9.1722
O	9.8507	6.1262	8.7057
O	2.4495	2.933	22.768
O	6.2841	10.8438	22.6616
O	7.6793	2.2553	22.8844
O	0.3318	5.6279	22.6519
O	2.3166	8.6316	23.0968
O	8.1836	7.9691	22.762
O	4.9478	5.7769	22.6921
O	11.2996	10.5813	22.9867
Si	0.3372	3.6418	14.9482
Si	6.9122	11.1978	14.0599
Si	3.9312	2.0737	10.757
Si	3.3905	1.7091	22.2579
Si	1.8723	10.1001	22.5427
Si	4.8408	10.2069	12.0164
Si	13.3598	11.1878	19.8443
Si	6.3757	13.4367	17.0058
Si	9.6991	3.4037	19.6901
Si	2.7454	17.5534	19.3916
Si	-1.4782	13.28	16.9193
Si	1.5892	8.6125	15.6336
Si	1.1118	6.2626	12.1731
Si	10.4324	11.5613	19.0523
Si	9.5638	6.0495	13.986
Si	5.4439	14.1086	14.342
Si	11.0117	5.86	21.0557
Si	6.3913	12.4165	22.2088
Si	-0.9909	2.0323	10.0336
Si	5.3695	5.7216	21.1346
Si	5.9742	6.3358	9.9751
Si	7.009	16.0241	12.4528
Si	2.5421	14.5137	12.9493
Si	11.5549	10.6759	10.6299
Si	8.8517	10.9336	11.8377
Si	13.1592	9.0529	12.6014
Si	6.7123	3.2374	19.9873
Si	8.5784	9.2331	18.8399
Si	8.1443	7.3968	21.2334
Si	6.6256	3.4322	10.1286
Si	6.807	-1.7378	10.0945
Si	6.3159	10.4528	17.028
Si	-0.1552	5.0205	9.4938
Si	-0.9341	7.5332	16.6327
Si	1.4768	5.8494	16.8024
Si	3.592	9.3402	17.8056
O	8.4225	11.1557	13.4059
O	7.8378	-1.0412	11.1098
O	10.2807	10.1982	11.5499
O	2.4316	5.6102	18.1146
O	9.5988	6.6931	20.9052
O	4.9282	2.1015	22.6414
O	9.7241	3.5088	18.0483
O	-3.9867	10.4654	15.5177
O	3.0877	8.0593	18.6901
O	0.488	12.2971	10.38
O	6.8101	17.4139	20.9829
O	6.2157	1.7504	14.0365
O	1.3974	6.5892	20.3633
O	3.5189	10.6257	18.8001
O	9.2145	17.8846	15.3137
O	7.0416	-3.3626	9.8996
O	14.0545	12.4297	20.6569
O	13.6216	13.7621	11.5078
O	-0.9704	3.6566	9.9208
O	6.0275	-0.6716	13.0964
O	10.8697	17.6154	13.2339
O	4.1035	6.2369	20.2236
O	-3.0278	13.3338	16.4103
O	2.0561	7.035	15.8068
O	5.9051	5.971	11.5723
O	4.3381	0.7628	11.6312
O	6.5702	1.7146	20.5949
O	8.2554	16.9296	13.0055
O	1.1163	11.6209	18.9808
O	-0.0147	17.2796	17.2928
O	7.536	3.933	11.4144
O	5.441	14.2714	15.9675
O	2.9616	11.2475	23.0343
O	10.8043	4.4036	20.3277
O	8.9816	8.0669	17.7659
O	7.9152	8.594	20.1649
O	12.8403	18.5814	11.8578
O	6.3913	3.2969	18.4063
O	1.3401	15.4105	15.946
O	2.2034	16.1104	12.7374
O	7.4801	10.1846	18.1236
O	5.6231	4.1741	20.7252
O	2.6031	9.533	16.5173
O	-5.2054	11.9605	17.2566
O	9.4845	1.3484	8.6373
O	10.995	8.7609	16.1926
O	10.5266	13.3698	15.711
O	3.9106	14.2196	13.799
O	-0.9529	1.8277	20.0872
O	7.0611	2.2827	9.1558
O	9.7816	11.8411	17.5905
O	-1.0691	10.0796	19.4141
O	1.2508	13.9205	13.7681
O	12.8817	10.0416	20.9132
O	10.0252	15.4807	14.4011
O	1.5678	9.1078	14.0883
O	0.3913	5.7249	10.8387
O	8.2216	3.8116	20.2441
O	3.8096	9.2312	12.7918
O	-5.8052	9.3311	17.2391
O	5.1385	3.1688	10.7787
O	1.8509	10.2903	11.6042
O	6.2814	4.4254	13.7357
O	8.9278	1.5026	11.2036

Results
free energy: -129408.115 eV
free energy less fixed offsets of O -568.88, Si -635.61 eV per atom: 2.805 eV

Forces (eV/angstrom), in the order of the atoms: element, x, y, z
Si	0.2009	-0.1654	-0.0243
Si	-0.1714	0.2035	-0.0516
Si	0.1231	-0.1372	0.0007
Si	-0.2003	0.1146	-0.0112
Si	-0.1295	0.2026	-0.1096
Si	0.2097	-0.1939	-0.1051
Si	-0.1943	0.1857	-0.0294
Si	0.159	-0.2396	-0.0802
Si	0.0193	0.0012	-0.0082
Si	-0.0168	0.0241	-0.0256
Si	-0.0162	-0.0148	-0.0616
Si	0.0361	-0.0283	0.017
Si	0.0107	-0.0043	0.029
Si	-0.025	0.0142	-0.0461
Si	0.0489	0.018	-0.0037
Si	-0.0181	-0.0048	0.0152
Si	-0.0534	-0.0361	0.0292
Si	0.0051	-0.0397	0.0457
Si	0.0276	-0.0008	-0.0284
Si	0.0119	0.0155	0.0438
Si	0.0016	-0.0035	0.0157
Si	0.0094	0.0239	-0.0025
Si	0.0063	0.017	-0.0041
Si	-0.0149	0.0419	-0.0247
Si	-0.0082	0.178	-0.4409
Si	0.057	0.1254	0.4637
Si	-0.2654	-0.0134	0.3851
Si	0.0252	-0.0907	-0.6026
Si	0.0022	0.1527	0.4263
Si	-0.27	-0.2196	-0.5777
Si	0.1591	0.108	-0.5344
Si	0.0184	-0.2602	0.7255
Si	0.0695	0.1787	0.0094
Si	0.1087	-0.0471	-0.013
Si	-0.0989	-0.0149	-0.0017
Si	-0.0108	-0.1487	0.0108
Si	0.0706	-0.0782	0.0106
Si	-0.0159	0.0992	-0.0065
Si	0.0584	-0.0514	0.0224
Si	-0.1868	-0.0317	0.0474
Si	0.0658	-0.0894	0.0271
Si	-0.0489	0.0779	-0.0225
Si	0.0181	-0.0131	-0.0051
Si	-0.0531	0.0578	-0.0369
Si	-0.0827	0.0521	-0.0175
Si	0.1032	-0.0399	0.031
Si	-0.0514	0.0776	-0.0288
Si	0.0338	-0.0639	-0.0151
Si	0.0361	-0.0507	0.0252
Si	-0.0447	0.0383	-0.0144
Si	-0.0234	0.0316	-0.0044
Si	0.0465	-0.0753	0.0307
Si	-0.0356	0.0531	-0.0062
Si	0.0445	-0.0842	0.0239
Si	0.0626	-0.0213	0.0396
Si	-0.0307	0.0109	-0.0047
Si	-0.0091	0.0744	-0.0553
Si	-0.0174	-0.0999	0.0499
Si	0.0366	-0.0258	0.0406
Si	-0.0319	0.0644	-0.0577
Si	0.0331	-0.049	0.0347
Si	-0.0905	0.0248	-0.0828
Si	0.0002	0.1427	-0.0764
Si	0.0997	-0.0162	0.0395
Si	0.366	-0.2019	-0.5663
Si	-0.213	0.1954	0.6071
Si	0.2767	-0.0622	-0.2768
Si	-0.3481	-0.0929	0.3775
Si	0.0682	0.2401	0.4143
Si	0.0117	-0.2544	-0.4884
Si	0.0835	0.2852	0.586
Si	0.1341	-0.1745	-0.6668
Si	-0.0084	0.0215	-0.0356
Si	0.0025	-0.0044	-0.0162
Si	0.0092	0.0219	-0.0108
Si	0.0343	0.002	0.0157
Si	-0.0456	-0.0258	0.0129
Si	-0.0499	-0.0407	-0.049
Si	-0.0005	0.0232	-0.0261
Si	-0.0047	0.0231	-0.0405
Si	0.0006	-0.0335	-0.0327
Si	0.0049	-0.0286	0.0939
Si	0.0148	-0.0125	0.059
Si	0.0402	0.0381	0.138
Si	0.0394	-0.008	0.0135
Si	-0.0216	-0.0183	0.0526
Si	0.0269	0.0155	0.0103
Si	0.0197	-0.0655	0.1197
Si	0.2159	-0.1565	0.2402
Si	-0.3292	0.2708	0.2494
Si	-0.1841	0.1783	0.0152
Si	0.0746	-0.345	-0.3387
Si	-0.0557	0.1644	0.0096
Si	0.1159	-0.1949	-0.0094
Si	0.1383	-0.1483	0.1996
Si	-0.1323	0.1963	0.0607
O	-0.0371	0.0092	-0.2579
O	0.0469	-0.0313	-0.0334
O	0.0312	-0.0773	-0.0648
O	0.0711	-0.186	-0.0408
O	-0.1623	0.0545	-0.2847
O	0.3017	-0.2937	0.0311
O	-0.1375	0.7167	0.1332
O	-0.0984	0.1315	-0.075
O	-0.0333	0.0197	0.077
O	0.0371	-0.1133	0.1138
O	0.0434	-0.0175	0.0573
O	0.0684	-0.1035	0.2131
O	0.0246	-0.0534	0.0269
O	-0.0495	0.1183	0.158
O	-0.0823	0.0737	0.1636
O	-0.0066	0.0294	0.0447
Si	0.0176	-0.004	-0.034
Si	0.0363	0.0198	-0.0632
Si	0.268	0.0658	0.0455
Si	-0.0826	-0.0002	-0.1471
Si	-0.0207	0.0177	-0.106
Si	-0.0261	0.0336	0.0626
Si	-0.045	-0.0004	-0.1705
Si	0.0113	0.033	-0.0117
Si	-0.0449	-0.0467	-0.0739
Si	0.0143	0.0026	-0.1042
Si	0.0062	0.0114	-0.0152
Si	0.0299	0.0342	-0.0573
Si	0.0686	0.0682	0.0958
Si	0.0146	0.004	-0.0293
Si	0.0528	-0.0126	-0.0015
Si	-0.0162	-0.045	-0.0259
Si	0.0424	-0.0425	-0.1457
Si	0.0744	0.026	-0.101
Si	-0.4602	-0.1144	-0.0425
Si	-0.0149	-0.0128	-0.0842
Si	-0.3215	0.6348	0.3416
Si	0.2106	-0.2802	0.1755
Si	0.0147	-0.0184	0.0098
Si	-0.0611	0.0493	0.1503
Si	0.004	0.1769	-0.0599
Si	0.0213	-0.0231	0.0287
Si	0.0584	0.078	-0.1063
Si	0.0556	0.0496	-0.0588
Si	-0.0514	0.0011	-0.1214
Si	0.5895	-2.4079	-0.1489
Si	-0.0167	0.3841	0.157
Si	-0.0193	0.0131	-0.0602
Si	0.0038	-0.1776	0.1548
Si	0.0065	0.0105	-0.0522
Si	0.0189	0.0135	-0.0143
Si	-0.022	0.0009	-0.0263
O	-0.0321	-0.0068	0.0142
O	-0.0836	-0.1565	-0.0814
O	0.0665	-0.0605	-0.0427
O	-0.0115	0.0067	0.0259
O	-0.012	0.0262	0.0615
O	-0.009	0.0175	0.0594
O	0.0004	0.0142	0.0216
O	-0.0115	-0.0274	0.0681
O	0.006	-0.0042	0.0295
O	0.0229	0.0375	-0.0802
O	0.0206	0.0339	0.0696
O	-0.0076	0.0163	0.0182
O	-0.0599	0.0141	0.0756
O	-0.0248	0.0256	0.0647
O	-0.0187	-0.0011	0.0069
O	-0.0101	-0.4111	-0.1402
O	0.0584	0.0462	0.1226
O	-0.0573	0.0022	-0.0206
O	0.1615	0.1713	-0.1017
O	-0.0302	-0.0257	-0.0326
O	-0.0355	-0.0181	-0.0217
O	0.0476	-0.0042	0.0677
O	0.0177	0.0099	0.0234
O	-0.0078	-0.0267	0.0115
O	-0.048	0.0137	-0.4356
O	-0.0464	-0.0117	-0.0232
O	-0.0317	-0.0545	0.1081
O	-0.0589	0.0264	-0.0243
O	0.0283	-0.003	0.0454
O	-0.0158	0.001	0.0091
O	-0.151	0.5318	0.0172
O	0.0006	0.0004	0.0066
O	0.046	0.0222	0.0625
O	0.0331	0.0263	0.0477
O	-0.0264	-0.0031	0.0396
O	-0.0017	-0.0048	0.0598
O	-0.0124	-0.0206	-0.0177
O	0.0035	-0.0108	0.0496
O	0.0095	0.0163	0.0333
O	-0.0185	0.0136	-0.0334
O	0.0005	-0.0117	0.0366
O	-0.0199	-0.0402	0.0552
O	0.0009	0.0003	0.009
O	-0.0033	-0.0175	0.0211
O	0.3406	-0.1576	-0.1304
O	0.01	-0.0282	0.0157
O	-0.0101	-0.0048	0.0086
O	-0.0015	0.0085	0.0111
O	-0.0071	-0.0076	0.0206
O	-0.202	1.0431	-0.0333
O	-0.0058	-0.0141	0.022
O	-0.0286	0.005	0.0147
O	-0.0115	0.0084	-0.0039
O	-0.0278	-0.0429	0.1375
O	-0.0211	0.0119	-0.009
O	-0.0251	0.0109	0.0211
O	-0.0645	-0.0462	-0.1383
O	-0.0225	-0.0116	0.0147
O	0.0202	0.0026	-0.0348
O	0.0115	-0.0119	-0.0057
O	-0.319	0.4728	0.0877
O	0.0152	0.015	-0.0384
O	-0.0096	0.0649	-0.0331
O	0.1587	-0.0573	0.0368

The program warned: the cutoff lies below the one the program advises for these potential files; the exchange-correlation potential is rough where the density is thin.
